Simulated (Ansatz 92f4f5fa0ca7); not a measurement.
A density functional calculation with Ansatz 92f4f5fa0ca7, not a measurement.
Periodic cell of 264 atoms, Si152O112, from a study of silicon, its oxide and their interface. The atomic structure is a simulated model.

Settings: functional r2SCAN; potential files Ansatz norm-conserving; basis plane waves; wave-function cutoff 1300 eV; density cutoff ratio 4; exchange-correlation grid ratio 1; k mesh 2 x 2 x 1, shifted by 0.5 0.5 0.5 of a step; self-consistency stop 5e-08 eV per atom in the density residual; occupations Fermi-Dirac, 0.05 eV; spin none; net charge 0.

Cell vectors (angstrom)
a  10.888  0  0
b  0  10.888  0
c  0  0  37.1861

Atoms: element, x, y, z (angstrom)
Si  0.8811  -0.2287  -0.4404
Si  2.9869  2.5027  0.0989
Si  -0.1621  5.6796  0.1035
Si  2.8055  8.255  0.098
Si  5.2443  0.352  0.1274
Si  7.9643  2.962  0.1874
Si  5.6838  5.0824  -0.049
Si  8.4417  7.8266  -0.0128
Si  1.4786  1.2606  1.3076
Si  4.1465  4.0626  1.3931
Si  1.4213  6.8421  1.3849
Si  4.1965  9.5632  1.4135
Si  6.7902  1.4328  1.4937
Si  9.5539  4.1287  1.4152
Si  6.8045  6.7122  1.2486
Si  9.5141  9.4391  1.2946
Si  0.0284  2.6349  2.6221
Si  2.7786  -0.0242  2.7778
Si  0.0537  8.2063  2.7428
Si  2.7549  5.4364  2.703
Si  5.4359  2.746  2.8562
Si  8.2024  -0.0259  2.6729
Si  5.5294  8.1236  2.6723
Si  8.1736  5.4709  2.7517
Si  1.3765  4.0271  4.0148
Si  4.0826  1.3558  4.1558
Si  1.3947  9.5352  4.1302
Si  4.1196  6.8068  4.0561
Si  6.8298  4.1187  4.1434
Si  9.5527  1.338  4.0459
Si  6.8589  9.4941  4.0533
Si  9.5447  6.8368  4.0842
Si  0.0079  0.0107  5.4544
Si  2.7054  2.726  5.465
Si  0.0139  5.4097  5.3919
Si  2.7575  8.1513  5.4464
Si  5.4755  -0.0354  5.4333
Si  8.2025  2.7106  5.4325
Si  5.4481  5.4697  5.4722
Si  8.1917  8.1765  5.4617
Si  1.3454  1.3743  6.8258
Si  4.0711  4.0964  6.8098
Si  1.3701  6.7736  6.7681
Si  4.1019  9.521  6.8161
Si  6.8245  1.3497  6.7827
Si  9.5453  4.0777  6.8016
Si  6.8063  6.8328  6.8199
Si  9.5363  9.539  6.8185
Si  -0.0082  2.7255  8.1977
Si  2.7132  -0.0012  8.1592
Si  0.0116  8.1424  8.1356
Si  2.7027  5.4424  8.1761
Si  5.4423  2.7134  8.1344
Si  8.1572  0.0022  8.1719
Si  5.4422  8.1704  8.2007
Si  8.1634  5.4498  8.1503
Si  1.3449  4.096  9.5577
Si  4.0679  1.374  9.5084
Si  1.3538  9.5032  9.5074
Si  4.0429  6.8166  9.5384
Si  6.7717  4.1013  9.4955
Si  9.5073  1.3504  9.5382
Si  6.7949  9.5469  9.5518
Si  9.5204  6.815  9.5128
Si  -0.024  -0.0558  10.8729
Si  2.7249  2.7327  10.8969
Si  -0.033  5.4668  10.9037
Si  2.6854  8.1699  10.9217
Si  5.3801  -0.003  10.8903
Si  8.1221  2.7381  10.8433
Si  5.3953  5.4498  10.8793
Si  8.1776  8.1847  10.89
Si  1.3624  1.3007  12.1761
Si  4.0346  4.1298  12.2973
Si  1.2977  6.8344  12.2962
Si  4.0384  9.5219  12.3006
Si  6.7293  1.4063  12.1787
Si  9.4698  4.0873  12.2143
Si  6.7652  6.8366  12.1883
Si  9.5268  9.5053  12.3186
Si  -0.0205  2.6582  13.4565
Si  2.6385  -0.0201  13.6574
Si  -0.0286  8.1295  13.78
Si  2.6422  5.5007  13.6795
Si  5.4068  2.7331  13.6059
Si  8.0842  0.0619  13.5054
Si  5.4533  8.1627  13.626
Si  8.066  5.464  13.5364
Si  1.2406  3.9903  14.8856
Si  4.0036  1.3981  14.9413
Si  1.3261  9.549  15.1612
Si  4.0689  6.8742  15.0411
Si  6.7414  4.1338  14.9574
Si  9.442  1.4093  14.8214
Si  6.7387  9.6759  14.9092
Si  9.4615  6.6175  15.0262
Si  -0.3873  -0.0968  16.249
Si  2.7805  2.8843  16.2447
Si  -0.5445  4.7747  16.1584
Si  3.113  8.5508  16.4193
Si  5.2688  -0.008  16.2793
Si  8.5014  3.1238  16.1336
Si  5.0684  5.1566  16.3149
Si  8.0677  8.8088  16.5905
Si  -0.1085  15.4292  19.1369
Si  1.6918  4.3141  35.1191
Si  -26.3965  22.0945  34.4354
Si  -10.8006  2.7905  33.0009
Si  3.4557  8.1124  19.3521
Si  -5.438  -1.4739  24.4173
Si  -4.629  2.7935  26.5528
Si  22.7233  1.7007  18.505
Si  -0.9842  -4.228  26.0854
Si  -14.3479  12.6027  21.4075
Si  -12.9672  12.3587  34.8549
Si  19.5713  -15.5943  20.629
Si  -5.9105  15.3912  24.4182
Si  6.7786  14.5592  29.4318
Si  -8.0648  10.7426  25.1195
Si  -7.1247  7.1016  25.5426
Si  -24.8803  -10.5707  25.585
Si  -0.6378  8.6111  21.9144
Si  15.9614  -6.3875  19.1204
Si  -8.5045  3.9354  23.1242
Si  -2.6206  19.6805  27.2245
Si  -17.8255  13.276  30.2115
Si  -6.6099  6.0908  35.4676
Si  12.0549  -2.668  24.5697
Si  -12.1733  14.7296  30.3526
Si  9.5907  1.6307  23.3708
Si  1.665  -0.5578  20.6223
Si  2.5446  6.4695  28.3162
Si  -25.9623  1.9295  18.4045
Si  -25.3904  9.7055  22.042
Si  -6.7132  0.9271  27.635
Si  -4.9383  31.3189  28.7605
Si  13.456  5.4012  20.4624
Si  0.2101  4.6291  27.7446
Si  -15.2632  15.5318  21.8492
Si  1.5438  18.2766  30.808
Si  1.6202  1.1624  22.951
Si  -24.941  -4.8739  30.9259
Si  -17.7903  11.2822  32.5507
Si  10.7073  -6.7339  24.8848
Si  12.1331  0.1427  33.6799
Si  -11.5386  8.925  32.2735
Si  6.6781  8.2236  19.366
Si  -5.457  -4.6241  32.5869
Si  -13.4333  -1.5155  34.4378
Si  8.4106  8.9907  30.0493
Si  -17.4862  8.718  31.0206
Si  -18.4694  16.068  30.7481
O  -2.6823  -7.8136  -7.2138
O  -3.6187  1.5867  -2.784
O  -2.0052  2.0724  -0.8344
O  2.9959  -7.2085  -6.8909
O  -4.9352  10.7205  -1.2362
O  -8.9198  5.9017  -5.867
O  -8.1097  10.6602  -3.7749
O  4.0836  10.2544  -12.961
O  -7.7173  21.8911  -10.5127
O  3.675  -9.2465  -5.5817
O  -2.8826  8.5279  -1.4171
O  4.1101  12.3021  -0.3923
O  -4.0021  0.3878  -15.0379
O  -22.5286  5.9153  -9.683
O  -20.7573  3.9151  -3.4777
O  -12.8271  1.9144  -15.2745
O  -0.0051  5.1797  17.6546
O  -3.9201  -1.5961  20.5244
O  -1.4969  -1.1584  16.8176
O  -5.4058  -16.2924  17.8751
O  -8.6757  24.05  17.6543
O  -1.1056  7.2326  21.1843
O  -11.8981  13.9188  24.104
O  3.6973  6.0124  29.3916
O  1.8515  24.4052  22.3216
O  15.8786  8.1193  25.2668
O  7.3898  12.5584  26.3521
O  7.9346  2.5813  17.5806
O  5.0706  8.0481  19.2967
O  8.5537  7.3028  16.2298
O  18.0761  -2.1053  17.9408
O  4.1952  9.7402  16.7965
O  -10.5037  -1.0387  33.0472
O  -13.1265  -10.1711  24.2948
O  9.3699  4.9936  19.7694
O  3.4892  -6.3681  19.4564
O  -3.5599  12.3506  19.8151
O  0.274  -3.2794  25.7596
O  15.2427  -5.2652  25.3832
O  6.247  19.8521  23.0675
O  2.855  -1.3922  19.9224
O  -2.0273  9.3879  22.3233
O  13.8279  6.9533  20.3291
O  -2.9863  7.567  30.6048
O  1.49  7.3811  29.1783
O  4.796  2.1619  26.8125
O  13.6985  7.8686  17.8723
O  -16.2619  13.7177  30.0194
O  -10.5858  -1.4216  20.8812
O  6.0219  11.607  17.5511
O  -13.8499  5.4295  21.8501
O  0.0415  13.8193  19.0371
O  -0.4623  3.1733  31.5526
O  6.6111  -7.8634  21.8812
O  0.0786  0.7717  17.5261
O  -0.3008  -7.0071  29.0714
O  1.2207  4.4466  24.1253
O  -4.7787  3.681  25.2176
O  5.775  5.0247  20.4664
O  -9.9074  12.3628  32.8333
O  -14.8206  9.892  33.7645
O  -25.5609  -0.9599  29.8445
O  -11.4848  21.087  37.2305
O  -5.4858  10.8833  28.0882
O  -9.284  20.5848  25.0307
O  -19.537  -0.0066  22.0318
O  -10.8307  0.8193  23.0949
O  11.9281  -5.7324  20.06
O  -10.7263  -3.1499  31.5451
O  -4.1933  8.6604  27.625
O  13.1765  22.9794  24.4189
O  14.0813  18.1322  27.0606
O  -23.2515  9.689  31.1044
O  -27.9231  8.7349  29.4645
O  -1.7376  -0.1239  34.7754
O  -9.5029  0.7581  19.7255
O  -7.9106  -5.617  34.9362
O  3.7438  14.4722  23.922
O  14.7583  -6.8274  16.5545
O  -26.2156  10.3995  25.1976
O  -16.7643  0.8822  33.6652
O  -25.9091  5.2365  29.8728
O  0.2867  8.2583  23.2054
O  6.7141  -7.2173  27.8221
O  -14.1923  -3.9623  19.6987
O  1.7443  5.1392  27.844
O  -2.3004  7.5748  26.2138
O  -12.6569  -2.1435  28.6084
O  -4.0335  -6.9079  36.6664
O  -8.6567  13.9108  35.9338
O  -12.5985  8.444  33.4085
O  -20.8759  0.4072  35.2478
O  -11.9579  16.4059  24.9331
O  -18.3226  12.3571  28.9738
O  -6.2532  -11.615  31.6163
O  2.5477  7.3552  24.4798
O  -17.3262  -5.7175  31.8937
O  5.1619  6.433  34.164
O  -5.3467  -7.8808  18.7231
O  -8.1784  8.4434  31.2059
O  -1.7108  5.3191  30.8745
O  1.8165  9.3341  36.5549
O  -10.7838  25.467  26.4197
O  -19.0297  15.9318  22.0178
O  -7.1863  7.4489  36.173
O  5.1547  -3.2337  31.8408
O  -12.0502  13.296  33.9462
O  -1.2973  17.6167  36.7605
O  -3.9017  5.8715  32.3715
O  -13.1512  21.099  26.5338
O  -16.0886  5.158  23.1247
O  -10.3471  15.9326  35.9768

Results
free energy: -69899.237 eV
free energy less fixed offsets of O -463.61, Si -117.95 eV per atom: -46.517 eV
pressure: 0.40 GPa
stress xx, yy, zz, yz, xz, xy (GPa, positive in tension): -0.12, -1.01, -0.07, 0.1, -0.68, 0.17

Forces (eV/angstrom), in the order of the atoms: element, x, y, z
Si  -0.0174  -0.0403  0.0626
Si  0.0379  -0.027  0.0528
Si  -0.019  0.0266  0.0494
Si  0.0014  -0.0146  0.0503
Si  -0.0314  0.0175  0.0756
Si  -0.0375  0.0563  0.0524
Si  -0.0411  0.0466  0.0036
Si  0.0187  -0.0353  0.0498
Si  -0.0267  -0.0124  0.0532
Si  -0.0073  -0.0015  -0.0045
Si  0.0174  0.0075  0.0096
Si  -0.0167  -0.011  0.0012
Si  -0.0002  -0.0018  -0.0187
Si  0.0054  -0.0123  0.029
Si  0.022  0.0038  -0.0138
Si  0.001  0.0178  0.0196
Si  0.0162  0.0277  0.0172
Si  0.0116  0.0132  0.0239
Si  -0.033  0.0251  -0.0189
Si  -0.0062  -0.0324  0.0201
Si  -0.0215  0.0098  0.0161
Si  0.0044  0.0093  0.0254
Si  0.0113  -0.0219  0.0201
Si  -0.0087  0.0324  0.0362
Si  -0.0019  -0.0202  -0.0054
Si  0.0004  -0.0204  0.0174
Si  0.0068  0.0112  -0.0082
Si  0.0118  -0.0043  -0.0111
Si  -0.0133  0.0083  -0.014
Si  -0.0167  0.0076  -0.0116
Si  -0.0027  0.0121  0.0131
Si  -0.0083  -0.0137  0.0015
Si  -0.0097  0.0025  0.003
Si  0.0089  0.0031  0.0078
Si  0.0085  0.0039  -0.0154
Si  0.0047  -0.0088  0.0045
Si  0.0042  -0.0077  0.0067
Si  -0.0045  -0.0141  -0.0083
Si  0.0005  -0.0048  -0.0115
Si  0.0012  -0.0008  0.0059
Si  -0.0002  0.0039  0.0016
Si  -0.0058  -0.0104  -0.0045
Si  -0.0061  -0.0042  -0.0062
Si  0.0166  -0.003  0.0015
Si  -0.0056  0.0169  -0.0015
Si  -0.0366  0.0086  -0.0024
Si  -0.0015  -0.004  0.0009
Si  -0.0044  -0.0029  -0.0001
Si  0.0104  -0.0125  0.0001
Si  -0.0081  0.0149  -0.0047
Si  -0.0139  -0.0013  -0.0056
Si  0.0035  -0.0039  0.0033
Si  -0.0067  -0.0037  0
Si  0.0026  -0.0093  0.0011
Si  0.0008  0.0115  0.0015
Si  0.0011  -0.002  0.0038
Si  -0.0138  -0.0061  -0.0045
Si  0.0013  -0.0123  0.0089
Si  0.009  0.0008  0.0057
Si  -0.0062  -0.0066  0.0002
Si  0.0073  0  0.0055
Si  -0.0022  0.0127  0.0084
Si  -0.009  0.0047  0.0022
Si  0.0001  0.0027  -0.003
Si  -0.0246  -0.0109  0.0005
Si  0.002  0.0163  0.0045
Si  0.0015  -0.0188  -0.0022
Si  -0.0081  0.0037  -0.0033
Si  -0.0017  0.0013  -0.0101
Si  0.0189  0.0054  -0.0037
Si  -0.0137  -0.0261  -0.0082
Si  0.0164  -0.0008  -0.0037
Si  0.0091  0.0052  0.0092
Si  -0.0099  -0.0025  0.0037
Si  -0.019  -0.0095  0.016
Si  0.0146  -0.0054  -0.0171
Si  -0.0159  -0.0046  -0.0046
Si  -0.0088  -0.0183  -0.0333
Si  -0.0016  0.0258  -0.0054
Si  0.0065  -0.0074  -0.0093
Si  0.0074  -0.0049  0.0073
Si  -0.0074  0  -0.0026
Si  -0.027  0.021  0.0081
Si  0.0017  -0.028  0.0039
Si  0.0171  0.0069  -0.0029
Si  0.0118  -0.0002  -0.0148
Si  -0.0124  -0.0055  0.0052
Si  0.0294  0.0001  0.0177
Si  -0.0235  0.0292  0.0026
Si  0.0044  0.0194  0.0037
Si  -0.0238  -0.0054  -0.0238
Si  -0.0068  0.0252  -0.0116
Si  0.0018  -0.019  0.0138
Si  -0.0188  0.039  -0.0165
Si  0.0276  -0.0128  0.0006
Si  0.0148  -0.0432  0.0042
Si  -0.0275  -0.0099  -0.0608
Si  0.0263  0.0117  -0.0793
Si  -0.0579  -0.0106  -0.1133
Si  0.0143  0.0031  -0.0861
Si  -0.0138  0.0035  -0.0332
Si  0.0482  0.0199  -0.0694
Si  -0.0099  -0.0065  -0.073
Si  0.0424  -0.0206  -0.0665
Si  0.0311  0.0101  -0.1264
Si  0.0288  -0.0188  0.1555
Si  0.0172  0.0006  0.1121
Si  -0.007  -0.018  0.1906
Si  0.0286  -0.0233  -0.158
Si  0.0263  -0.0124  -0.1145
Si  0.0073  0.0487  -0.0174
Si  -0.0208  -0.0155  -0.1703
Si  0.0019  -0.02  -0.0307
Si  -0.0261  0.019  -0.1424
Si  0.0031  0.0232  0.1234
Si  -0.0326  -0.0095  -0.1301
Si  0.0005  0.0098  -0.131
Si  -0.0073  0.0211  0.1065
Si  0.0079  0.0405  -0.0318
Si  0.0003  -0.0298  -0.0072
Si  0.0248  0.0023  -0.0851
Si  -0.022  -0.0204  -0.1606
Si  0.012  -0.0204  -0.1221
Si  0.0138  0.0188  -0.1216
Si  -0.0199  -0.004  0.0463
Si  -0.0266  0.0083  0.1302
Si  0.0255  -0.0604  0.2132
Si  -0.0156  0.0098  -0.1094
Si  0.0292  -0.0378  0.1488
Si  -0.0123  0.0094  -0.149
Si  0.0285  0.0067  -0.1503
Si  0.0136  0.0298  0.0941
Si  0.0108  -0.0185  -0.1517
Si  0.0067  0.0116  -0.1381
Si  -0.0215  -0.0035  0.0582
Si  -0.045  -0.0314  0.1066
Si  -0.0029  0.0067  -0.1306
Si  -0.0038  -0.0313  0.055
Si  0.0126  0.0147  -0.1341
Si  0.0071  0.009  0.1258
Si  0.0038  -0.0076  -0.1206
Si  -0.0137  0.0094  0.1301
Si  -0.0023  -0.0223  0.1441
Si  0.0323  -0.035  -0.0988
Si  0.0009  0.0356  0.127
Si  0.0206  0.045  0.1509
Si  -0.0054  -0.0031  -0.1794
Si  -0.0362  0.0246  0.1927
Si  -0.0113  0.0319  0.1453
Si  0.0412  -0.0083  0.1341
Si  -0.0073  0.0099  0.1089
Si  0.0107  0.0075  0.1365
O  -0.0198  -0.0008  -0.0493
O  -0.0267  -0.0136  -0.0408
O  0.0306  -0.0136  -0.1067
O  0.0118  -0.0161  -0.0414
O  -0.0116  0.0028  -0.1049
O  0.0048  -0.0007  -0.0667
O  0.0269  0.0028  -0.0509
O  -0.0129  0.0065  0.0167
O  0.0099  -0.0023  0.0072
O  0.0032  0.0595  -0.0912
O  0.0161  -0.0058  -0.0702
O  -0.012  0.0042  -0.039
O  0.0057  -0.0207  0.0451
O  -0.0092  0.0044  -0.0174
O  -0.0277  -0.02  -0.1218
O  0.03  -0.0121  0.0801
O  0.0116  -0.0063  0.1501
O  0.0208  0.0311  0.0987
O  -0.0198  -0.0237  0.0174
O  -0.0035  -0.0125  0.114
O  -0.01  -0.0182  0.0842
O  0.027  0.041  0.0564
O  0.0216  0.0333  0.0496
O  -0.0066  -0.0041  -0.0715
O  -0.0028  -0.001  0.056
O  0.0003  -0.0094  0.0341
O  0.0028  0.0018  0.0135
O  -0.0554  -0.0269  0.0965
O  -0.0087  -0.0014  0.063
O  0.0235  0.0365  0.0204
O  -0.0433  -0.0434  0.1365
O  0.0145  -0.0079  0.0366
O  -0.0331  -0.0506  -0.0725
O  -0.0222  -0.0215  0.0717
O  -0.029  0.0138  0.0492
O  -0.0066  -0.0046  0.0343
O  0.0145  -0.0051  0.1243
O  -0.0103  -0.0068  0.0347
O  0.0006  0.0204  0.0291
O  -0.0327  -0.009  0.0918
O  -0.0296  0.0354  0.0762
O  0.0031  0.0082  0.0461
O  -0.017  0.0004  0.0646
O  0.0138  0.0244  -0.0433
O  0.0145  -0.0022  -0.0813
O  0.0057  -0.0002  -0.0122
O  -0.0189  -0.0036  0.1138
O  0.0335  0.0021  -0.0505
O  -0.0319  -0.0256  0.0599
O  0.0401  0.0324  0.0703
O  -0.0004  -0.0035  0.0459
O  -0.0139  0.0153  0.0517
O  -0.0446  0.0499  -0.1257
O  -0.0053  0.0121  0.0451
O  0.0174  0.0533  0.0905
O  0.0235  0.0214  -0.0638
O  -0.05  0.0054  0.0538
O  0.0276  -0.0347  0.0586
O  0.0312  0.0047  0.0858
O  0.0035  -0.0148  -0.0533
O  -0.0026  -0.0143  -0.0659
O  -0.0099  0.0176  -0.0516
O  0.0078  -0.0407  -0.031
O  0.001  0.0225  -0.0314
O  0.0061  0.0017  0.0271
O  0.012  0.0327  0.094
O  0.0002  0.0058  0.0454
O  0.0176  0.0046  0.0692
O  0.0179  -0.0251  -0.0519
O  0.0218  -0.0096  -0.0562
O  0.0199  -0.0222  0.0405
O  0.0075  0.0086  -0.0257
O  -0.0222  -0.0094  -0.0602
O  0.0314  0.0213  -0.0792
O  -0.0047  -0.0258  -0.0574
O  0.0071  -0.0362  0.0954
O  -0.0304  0.0277  -0.0932
O  0.0164  0.0051  0.047
O  -0.0235  0.0102  0.0479
O  0.0106  0.0132  0.0479
O  -0.032  0.0066  -0.0614
O  -0.0086  -0.0309  -0.0485
O  0.0536  -0.0072  0.1084
O  0.0008  -0.0129  -0.0527
O  0.0239  -0.0315  0.0613
O  -0.0135  -0.0177  -0.0293
O  0.016  -0.0046  -0.0036
O  0.0013  0.002  -0.0709
O  0.0111  -0.017  -0.0046
O  -0.0247  0.0231  -0.0705
O  0.0377  -0.0248  -0.0722
O  0.004  -0.0025  -0.1097
O  -0.0141  0.025  0.0341
O  0.006  -0.0274  -0.0706
O  0.0104  -0.0311  -0.0502
O  0.0116  0.0067  0.0083
O  -0.0116  -0.018  -0.0785
O  0.0395  0.0204  -0.1981
O  -0.0181  0.017  0.0551
O  -0.0096  0.0122  -0.0291
O  0.0213  -0.0094  -0.0383
O  -0.0156  0.0015  -0.0335
O  -0.0055  0.0072  0.0237
O  0.008  -0.0272  0.1001
O  0.0082  -0.0379  -0.0572
O  -0.0142  0.0241  -0.0559
O  0.0395  0.0313  -0.0938
O  0.0166  0.0429  -0.0529
O  0.031  -0.0013  -0.0953
O  0.008  0.0173  0.0059
O  -0.0339  -0.0052  0.0878
O  -0.0027  -0.0084  -0.0736

The program warned: the forces do not sum to zero within the program's tolerance.
